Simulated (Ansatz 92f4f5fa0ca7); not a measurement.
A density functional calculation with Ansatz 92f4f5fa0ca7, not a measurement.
Periodic cell of 220 atoms, Si132O88, from a study of silicon, its oxide and their interface. The atomic structure is a simulated model.

Settings
functional: r2SCAN
potential files: Ansatz PAW
basis: plane waves
wave-function cutoff: 800 eV
density cutoff ratio: 5
exchange-correlation grid ratio: 1
k mesh: 1 x 1 x 1, shifted by 0.5 0.5 0 of a step
self-consistency stop: 1e-10 eV per atom in the density residual
occupations: fixed
spin: none
net charge: 0

Cell vectors (angstrom)
a	10.88	0	0
b	0	10.88	0
c	0	0	32.0375

Atoms and the computed forces on them: element, x, y, z (angstrom), force x, y, z (eV/angstrom)
Si	-0.8986	0.443	-1.4462	-0.2094	-0.0243	0.1054
Si	1.2107	1.3226	-1.1388	0.1054	-0.0247	0.0087
Si	-0.1091	6.2594	-0.4847	0.0691	0.0004	0.1969
Si	2.9925	8.1428	-0.134	-0.026	-0.03	0.131
Si	5.402	-0.5484	-0.5091	0.034	-0.0383	0.195
Si	8.1951	2.7745	-0.0139	0.0284	-0.0273	0.1654
Si	5.5765	3.8874	-1.3096	0.0269	0.0364	0.1716
Si	9.2985	8.2636	-0.808	-0.1293	0.0924	0.2661
Si	1.8522	1.8419	1.1376	-0.0904	-0.0752	0.0095
Si	3.812	3.2603	1.1831	0.0351	0.0454	0.003
Si	1.2908	7.0916	1.1578	0.1152	0.0268	-0.0035
Si	4.2415	9.4456	1.3174	0.0505	-0.0577	-0.0507
Si	6.9253	1.3808	1.3484	-0.0372	-0.0321	-0.0236
Si	9.6661	4.3886	0.8966	-0.1527	-0.1085	0.0327
Si	7.07	7.1057	1.7075	0.0109	0.0593	0.0843
Si	8.7577	8.7823	1.4296	-0.1373	0.0529	0.1293
Si	0.074	2.8939	2.3651	0.0363	0.0781	0.0477
Si	2.753	0.0371	2.4655	-0.0051	-0.0295	0.0998
Si	-0.1524	8.1964	2.6107	-0.0732	0.0043	0.0644
Si	2.5666	5.6614	2.538	-0.0247	0.1314	0.031
Si	5.4	2.5251	2.71	0.0954	0.001	0.0692
Si	8.1454	-0.0976	2.6179	0.1521	-0.0078	0.0656
Si	5.4322	8.2272	2.8785	0.0481	0.0059	0.0383
Si	8.2884	5.3812	2.6222	0.0368	0.0446	0.075
Si	1.3318	4.1725	3.9165	-0.066	0.0128	-0.0145
Si	4.034	1.2533	4.0689	-0.0355	0.0213	-0.0384
Si	1.2905	9.6115	3.8501	-0.0509	-0.013	-0.0725
Si	3.9934	6.8241	4.0158	-0.013	-0.0595	-0.0272
Si	6.78	4.049	3.8932	-0.031	0.0529	-0.0296
Si	9.5862	1.4137	3.7795	-0.0702	-0.0664	-0.043
Si	6.7867	9.6206	4.1524	0.0491	-0.1004	-0.1261
Si	9.5627	6.7565	4.0599	0.0215	-0.0107	-0.0145
Si	-0.0041	0.0967	5.2554	0.0039	0.0239	0.0061
Si	2.6902	2.7654	5.2774	0.0355	-0.0088	0.0174
Si	0.0247	5.4438	5.417	-0.0333	-0.0024	-0.0358
Si	2.6146	8.2224	5.29	-0.0105	-0.0093	-0.019
Si	5.3974	0.0217	5.5009	-0.0102	0.0012	0.0035
Si	8.1665	2.7115	5.2326	0.0113	-0.0523	-0.0225
Si	5.4195	5.4352	5.2842	-0.0165	0.0212	-0.0285
Si	8.162	8.1713	5.3599	-0.0048	0.0415	0.061
Si	1.3281	1.427	6.6528	-0.0411	-0.0317	0.0005
Si	4.0609	4.1016	6.6691	0.0046	-0.0109	-0.0192
Si	1.3558	6.8533	6.7393	-0.0369	0.0313	-0.0413
Si	3.9724	9.5122	6.7213	0.0148	-0.0291	-0.0116
Si	6.7992	1.4555	6.7126	0.0009	-0.0283	-0.0131
Si	9.4803	4.0688	6.6711	0.0419	0.0286	-0.0208
Si	6.7444	6.8217	6.6615	0.0631	0.0229	-0.0148
Si	9.5126	9.6057	6.656	0.0201	0.0067	-0.026
Si	-0.0146	2.7565	8.0473	-0.0301	-0.0314	0.054
Si	2.6488	0.0556	8.0359	0.0081	-0.0096	-0.0029
Si	-0.0316	8.2408	8.035	-0.0255	0.0123	0.019
Si	2.7289	5.4592	8.0723	0.036	0.0449	0.0466
Si	5.4119	2.794	8.082	0.0629	0.0133	-0.0142
Si	8.1623	0.0977	8.0474	-0.0356	-0.0038	0.0231
Si	5.3421	8.1408	8.0336	-0.0167	-0.0072	0.0297
Si	8.1138	5.4657	7.9976	-0.0155	0.0242	0.0155
Si	1.3602	4.087	9.4289	0.017	-0.0135	0.0497
Si	4.0149	1.4029	9.3894	-0.049	-0.0267	0.0239
Si	1.2864	9.6121	9.4174	0.019	-0.0369	0.0199
Si	4.0587	6.7888	9.4916	0.0257	0.0298	0.0244
Si	6.7495	4.2002	9.4333	-0.0461	-0.0496	0.0186
Si	9.5043	1.4795	9.4604	-0.0096	-0.0285	0.0327
Si	6.6974	9.5977	9.2677	0.0538	0.0394	0.0258
Si	9.4909	6.8243	9.3308	-0.0684	0.0265	-0.0176
Si	-0.0298	0.1111	10.8251	-0.0268	0.0538	-0.014
Si	2.7054	2.711	10.8526	0.0409	-0.0198	-0.0056
Si	-0.034	5.4621	10.728	-0.0179	0.076	0.0225
Si	2.6278	8.1956	10.7242	-0.0391	-0.0077	-0.0364
Si	5.3788	0.045	10.708	0.0496	-0.0093	0.0129
Si	8.1455	2.9189	10.7964	-0.0229	0.0679	0.0073
Si	5.4469	5.4881	10.9349	0.056	-0.0216	-0.0762
Si	8.0457	8.2211	10.5394	-0.0136	-0.0467	0.0036
Si	1.2965	1.4475	12.3076	0.0201	-0.0055	0.0229
Si	4.1823	3.9441	12.2506	-0.0224	0.1036	0.0361
Si	1.1883	6.9202	12.0835	0.0546	-0.0132	0.013
Si	4.0102	9.516	12.0325	-0.0457	-0.0093	0.0282
Si	6.7626	1.4746	11.9883	-0.0362	0.0545	-0.0737
Si	9.4464	4.3277	12.2641	-0.0262	0.0016	-0.0172
Si	6.8686	6.9878	12.1376	-0.0117	0.0526	0.009
Si	9.3235	9.5771	11.891	0.0098	0.008	-0.0769
Si	-0.1971	2.8679	13.6144	-0.0845	-0.002	0.008
Si	2.7452	-0.0631	13.5089	-0.0105	0.0657	-0.0343
Si	-0.5427	7.9944	13.2045	0.0717	-0.0746	-0.0569
Si	2.9201	4.9187	13.9204	0.1517	-0.0146	-0.168
Si	5.5912	2.6286	13.6423	-0.1225	0.0203	0.0471
Si	7.9943	0.0312	13.2441	-0.0244	-0.1146	0.0118
Si	5.4396	8.2915	13.4525	0.1136	0.0439	-0.1705
Si	8.6578	6.2902	13.5469	0.0406	0.0233	-0.1539
Si	1.2392	3.895	15.2178	0.0706	-0.107	-0.1422
Si	4.4898	0.8485	14.8039	0.0862	-0.0638	-0.0137
Si	0.4488	9.3348	14.8357	0.019	0.0346	0.09
Si	4.2484	6.0322	15.4472	0.1273	-0.0702	-0.233
Si	6.7882	4.3426	16.0513	-0.2177	-0.1235	-0.0838
Si	9.5076	1.0611	14.6285	-0.028	0.0495	-0.1853
Si	6.2993	10.0897	14.6308	-0.0732	0.0673	0.0567
Si	8.0569	6.3337	15.9175	0.0239	-0.0697	-0.1884
Si	2.1459	5.8687	17.3788	-0.0354	-0.0819	-0.2439
Si	7.2499	-6.8748	22.2538	-0.05	0.0251	-0.0017
Si	11.4046	2.2338	17.6302	0.0175	0.0604	-0.1594
Si	4.1105	1.2202	17.1223	0.0251	0.0389	-0.1744
Si	8.346	-0.9133	22.3395	0.0497	0.0308	-0.0529
Si	4.3804	-7.1159	21.5272	-0.0784	-0.013	-0.2034
Si	8.4106	2.0838	17.4246	-0.0327	-0.039	-0.1314
Si	-0.9014	8.1729	17.167	-0.0447	0.019	-0.2323
Si	3.0755	3.3929	18.7231	-0.0429	-0.0182	-0.2278
Si	9.6167	-3.1651	24.2154	0.0183	0.0217	0.0738
Si	6.6417	-0.1834	18.2669	0.0142	0.0539	-0.1886
Si	1.6536	-0.0674	18.5849	0.0582	0.0915	-0.2458
Si	-0.8483	-8.128	22.8043	0.0223	-0.0744	0.0167
Si	7.2458	9.1543	16.5762	0.0002	0.1343	-0.1257
Si	12.5745	-3.87	23.9218	0.0048	0.0592	0.1112
Si	2.7101	2.4285	26.2467	0.0034	-0.0436	0.244
Si	11.9387	-2.7715	19.1264	-0.0851	-0.0164	-0.2237
Si	11.1035	0.0347	21.4523	0.0854	-0.0333	-0.1475
Si	7.0904	6.0366	24.3017	-0.047	0.0419	0.1542
Si	-5.3132	-12.5562	20.8832	-0.0334	0.1155	-0.2295
Si	6.9359	0.1801	26.814	-0.0524	0.0068	0.2161
Si	1.5933	5.6678	28.828	-0.0423	0.0101	0.2411
Si	1.9634	-6.9802	23.5114	0.0786	-0.0559	0.0969
Si	0.5227	2.9712	28.367	0.0512	0.0138	0.2585
Si	5.8724	-4.5486	21.6778	-0.0703	0.0284	-0.0455
Si	2.7421	7.6794	26.7593	0.0652	-0.0053	0.2667
Si	5.6753	6.6152	27.0954	-0.0499	-0.005	0.3368
Si	-1.5432	-1.1302	26.2494	0.0194	0.0471	0.2427
Si	9.3335	0.7826	28.4255	0.002	0.0542	0.3535
Si	2.4581	-1.9188	21.7893	-0.0418	-0.0169	-0.1015
Si	5.4195	6.2867	31.0698	0.2614	-0.0247	-0.1078
Si	-6.5581	4.1834	28.2083	-0.0412	0.0962	0.2205
Si	6.5332	-3.0032	29.7745	-0.0659	0.016	0.1601
Si	3.7528	10.6785	27.1278	-0.0399	0.0025	0.1587
Si	2.8629	-0.1443	30.1645	0.0161	0.0185	0.2144
Si	8.5487	1.0617	24.5463	-0.0053	-0.0503	0.1392
O	1.0491	2.6558	-2.1495	0.011	0.0991	-0.1275
O	3.1075	-1.6331	-5.2533	-0.0422	-0.0288	-0.0996
O	4.6243	3.1794	-0.2122	-0.0707	-0.0295	-0.035
O	3.4334	4.8349	1.3984	-0.0056	-0.1229	0.0968
O	0.9119	5.9952	-1.7692	0.1004	-0.0653	-0.2529
O	-0.8969	9.7018	-1.1899	0.0861	-0.0116	-0.1313
O	2.5978	9.167	-1.3906	-0.112	0.1066	-0.1302
O	3.1479	10.9569	-3.4438	0.0225	0.0381	-0.2114
O	5.9748	-1.5655	-1.6658	-0.0233	-0.0109	0.0293
O	2.1381	-5.4011	-8.2877	0.0021	-0.004	-0.0295
O	6.5082	0.4889	0.0089	0.1031	0.1256	-0.0148
O	9.0264	1.4848	-0.6111	0.1267	0.0505	-0.1089
O	5.0216	3.2603	-2.7079	-0.0587	-0.0933	-0.1394
O	3.9065	6.9063	-0.7381	-0.078	-0.0183	-0.0664
O	8.141	7.8978	-1.9164	0.0229	-0.0104	-0.1279
O	1.123	5.1053	16.3482	0.0195	0.1407	0.1587
O	1.216	2.581	16.1968	-0.0506	-0.1112	0.1278
O	19.6916	-2.0788	23.3451	-0.0349	-0.0142	0.0029
O	3.8926	2.7892	17.4545	-0.0261	0.0281	0.0661
O	-0.2474	10.803	14.9451	0.0462	-0.0815	0.021
O	0.3899	8.5091	16.2398	0.0495	0.0081	0.1106
O	4.8659	7.2297	14.5612	-0.1205	-0.025	0.0956
O	3.242	6.7094	16.5382	-0.037	0.0633	0.1058
O	7.8805	0.9205	18.4596	0.0912	-0.02	0.0527
O	7.3215	3.2937	17.2026	0.0029	-0.0482	0.0578
O	8.6681	1.4063	15.9815	-0.0242	0.0268	0.084
O	2.1736	3.0563	24.875	-0.0566	0.0585	-0.1496
O	12.8712	6.1451	13.294	-0.0825	0.0064	0.0017
O	9.4004	6.6795	16.8173	-0.012	0.0407	0.0727
O	6.9923	7.5248	16.4035	0.0586	-0.0644	0.0314
O	2.9865	4.9449	18.3881	0.0474	-0.0085	0.0624
O	1.5322	2.8215	18.7734	0.0181	0.0101	0.0926
O	5.8747	-7.7222	21.8889	0.0635	-0.0469	0.0434
O	3.8992	-7.6987	20.0889	0.0737	0.0184	0.1813
O	12.7895	-1.6298	18.378	-0.0037	-0.0134	0.0379
O	2.0034	-1.1932	14.4816	-0.1472	-0.0586	-0.0567
O	11.8864	0.2102	20.0422	-0.075	-0.0049	0.1729
O	6.6193	3.4986	14.6355	0.1388	0.1286	0.0782
O	9.8653	2.7073	17.8693	0.0089	-0.0104	0.0828
O	6.1455	-4.0513	23.2174	0.0051	0.029	-0.0052
O	7.2654	1.181	25.5506	0.0254	0.0618	-0.1447
O	11.0192	-3.6008	23.5494	-0.0174	-0.0237	-0.0317
O	6.3579	6.4883	32.4002	-0.0426	-0.07	-0.0636
O	9.6485	-0.7348	21.3397	-0.0307	-0.0155	0.0288
O	5.3304	5.0805	16.2355	0.1375	0.013	0.0929
O	-2.0033	9.2666	16.7056	0.0777	-0.1078	0.0608
O	0.4329	3.7329	22.973	-0.0535	0.0284	-0.0448
O	5.8677	-0.8303	19.535	-0.0991	-0.0824	0.2761
O	5.6949	-3.2871	20.6926	0.028	-0.0349	0.0366
O	3.2746	0.9235	26.0647	-0.0026	-0.0081	-0.0828
O	13.543	-2.9522	23.007	0.0111	-0.0169	0.0172
O	-4.0121	-1.2757	21.7788	0.0329	-0.0027	0.0988
O	-0.9987	-2.5442	25.7104	0.0095	-0.0089	-0.0712
O	-0.1738	-9.4179	22.0849	-0.0263	0.0486	0.0386
O	0.5609	-6.2918	28.1533	-0.0511	0.0097	-0.103
O	3.1575	3.3981	22.5286	-0.0121	0.0004	0.0424
O	6.2878	-3.1798	28.1583	-0.0096	-0.0198	-0.2538
O	18.9549	0.4837	23.1142	-0.0362	0.0022	-0.0452
O	-1.2521	0.0165	25.1454	0.0335	0.0202	-0.1032
O	1.8724	7.0501	28.0024	0.0123	0.0762	-0.1076
O	8.7168	-7.5428	21.9973	-0.0015	0.0219	-0.0328
O	5.5904	0.7999	17.5523	-0.0045	0.017	0.1456
O	3.1039	0.5225	18.1992	-0.0135	-0.0179	0.0283
O	12.2864	-0.7531	22.2877	-0.0184	0.0048	0.0659
O	10.3597	8.3726	18.748	0.0373	0.0173	0.118
O	7.1381	3.4373	30.9396	0.0051	0.059	-0.0323
O	-3.1641	-12.093	26.4582	-0.0008	-0.0284	-0.0679
O	-6.3276	-5.4923	21.5332	0.0295	0.0069	0.0383
O	-5.3577	-5.6749	27.8573	0.06	0.0376	-0.0208
O	7.0675	4.4747	23.821	-0.0008	-0.0454	-0.0457
O	1.5069	2.3054	27.2969	0.0423	-0.0686	-0.1121
O	-4.3035	6.3785	25.7897	0.0787	-0.0375	-0.1869
O	9.3924	-8.4702	24.2659	0.0084	0.0367	-0.0212
O	5.3841	-0.1334	27.1029	0.0588	0.006	-0.0783
O	1.5991	-2.7398	20.6444	0.043	0.0175	0.1448
O	3.866	3.3722	26.8958	-0.0129	-0.0402	-0.1302
O	12.1521	-4.169	18.4014	-0.031	0.056	0.0793
O	3.984	-1.4224	21.3433	0.0002	0.0035	0.0808
O	1.8639	7.4037	25.4621	-0.0707	-0.0278	-0.1391
O	-0.9002	-0.5056	27.6105	-0.004	-0.137	-0.2388
O	7.1497	-5.515	21.3348	0.0328	-0.0367	0.0025
O	3.0484	4.9356	28.9015	0.0656	-0.0346	-0.0439
O	4.2415	0.3518	30.8605	0.0139	0.0122	-0.0406
O	7.7234	0.816	28.0997	-0.0752	-0.0113	-0.1541
O	9.9586	13.1525	28.0908	-0.0585	-0.015	-0.1255
O	11.4334	-10.2673	17.6191	-0.021	-0.0808	0.0424
O	-2.2247	6.4324	24.2811	0.0267	-0.026	-0.0417
O	4.1776	6.9667	26.6345	-0.0395	0.0133	-0.0836

Results
free energy: -134611.642 eV
free energy less fixed offsets of O -570.45, Si -639.56 eV per atom: 9.878 eV

The program warned: the cutoff lies below the one the program advises for these potential files; the forces do not sum to zero within the program's tolerance; empty levels may hold ghost states of the PAW files; the exchange-correlation potential is rough where the density is thin.
